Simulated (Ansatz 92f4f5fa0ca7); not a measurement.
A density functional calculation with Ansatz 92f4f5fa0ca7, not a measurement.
Periodic cell of 223 atoms, Si132O90As1, from a study of silicon, its oxide and their interface. The atomic structure is a simulated model.
Doubt: the cutoff is far below the 930 eV that the study's wrapper takes by default for these files, so forces and energies are approximate.
This geometry differs little from another in the collection (a relaxation step or a small displacement).

Settings: functional PBE; potential files Ansatz PAW; basis plane waves; wave-function cutoff 580 eV; density cutoff ratio 5; exchange-correlation grid ratio 1; k mesh 1 x 1 x 1, Gamma-centred; self-consistency stop 5e-08 eV per atom in the density residual; occupations fixed; spin none; net charge +1 e, with a uniform compensating background and no finite-size correction.

Cell vectors (angstrom)
a, 10.938, 0, 0
b, 0, 10.938, 0
c, 0, 0, 32.1988

Atoms and the computed forces on them: element, x, y, z (angstrom), force x, y, z (eV/angstrom)
Si, 10.5808, 0.2219, 24.8613, 0.0005, 0.0047, 0.0064
Si, 5.7327, 10.6806, 24.7371, 0.0054, -0.0049, 0.0047
Si, 2.4745, 2.9159, 24.6328, -0.0033, 0.0063, 0.0039
Si, 8.42, 2.463, 24.8203, 0.0073, -0.0044, 0.0036
Si, 0.2696, 5.1689, 24.7486, 0.0091, -0.0042, 0.0058
Si, 5.1494, 5.747, 24.6846, -0.0027, 0.0104, 0.0036
Si, 2.9289, 8.0085, 24.5911, 0.0073, -0.0062, 0.0092
Si, 7.9364, 8.4381, 24.7263, -0.0036, 0.0061, 0.0032
Si, 1.3245, 1.3828, 26.0278, 0.0021, -0.0025, 0.0006
Si, 6.8422, 1.3076, 26.1182, -0.0086, 0.0044, 0.0004
Si, 4.039, 4.1039, 25.9835, -0.0021, -0.0048, 0.0057
Si, 9.6037, 4.0588, 26.0779, -0.0045, 0.0028, 0.0022
Si, 1.3932, 6.8278, 25.9952, -0.0026, 0.0003, 0.0046
Si, 6.764, 6.8528, 26.017, 0.0005, -0.0016, 0.0028
Si, 4.0983, 9.5341, 25.9925, -0.0005, 0.0021, 0.0032
Si, 9.4573, 9.5703, 26.1468, 0.0029, -0.0059, 0.0006
Si, 2.7229, -0.0068, 27.3356, 0.0044, -0.0009, -0.0005
Si, 8.1542, -0.0211, 27.5564, 0.0006, 0.0016, 0.0037
Si, 0.006, 2.7155, 27.4796, 0.0004, 0.0015, 0.004
Si, 5.4348, 2.7429, 27.3586, 0.0094, 0.0019, -0.0036
Si, 2.7233, 5.4653, 27.4232, 0.0009, 0.0054, -0.0006
Si, 8.18, 5.471, 27.3437, 0.0037, 0.0002, -0.0009
Si, -0.0127, 8.1813, 27.3664, 0.0066, 0.0013, -0.002
Si, 5.4368, 8.1984, 27.441, -0.0037, -0.0008, 0.0012
Si, 4.0754, 1.3639, 28.7365, -0.0082, -0.0015, -0.0019
Si, 9.5745, 1.3539, 28.8394, 0.0018, -0.0007, 0.0073
Si, 1.3617, 4.1067, 28.8069, 0, -0.0019, 0.0014
Si, 6.8241, 4.1025, 28.7312, -0.0045, -0.0004, 0.0019
Si, 4.094, 6.8173, 28.7977, 0.0016, -0.0018, 0.0003
Si, 9.5487, 6.8225, 28.7409, -0.0022, -0.0035, 0.0003
Si, 1.3614, 9.5665, 28.7257, -0.002, -0.0011, 0.0028
Si, 6.7815, 9.542, 28.8553, -0.007, -0.0025, 0.0072
Si, 0.0179, -0.0262, 30.1556, -0.0008, 0.0063, -0.0017
Si, 5.422, 0.0102, 30.1565, 0.0138, -0.0052, -0.0007
Si, 2.7334, 2.7255, 30.1462, -0.0014, 0.0066, -0.0021
Si, 8.1874, 2.7494, 30.1337, 0.0058, -0.0033, -0.003
Si, -0.0283, 5.4684, 30.1356, 0.0082, 0.0007, -0.0016
Si, 5.4797, 5.4557, 30.1451, -0.0035, 0.0043, -0.0024
Si, 2.717, 8.2101, 30.1195, 0.0068, -0.0024, -0.0032
Si, 8.2011, 8.1754, 30.1577, -0.0013, 0.0069, -0.0014
Si, 1.373, 1.3556, 31.5244, 0.0022, -0.0058, -0.0011
Si, 6.8237, 1.3771, 31.4892, -0.0068, 0.0102, 0.0015
Si, 4.1094, 4.0907, 31.5099, 0.005, -0.0042, -0.0012
Si, 9.5576, 4.0993, 31.5133, -0.0063, -0.0017, 0.0019
Si, 1.3478, 6.8477, 31.4757, -0.006, 0.002, 0.003
Si, 6.8436, 6.8126, 31.5344, -0.0013, -0.006, 0.0009
Si, 4.0736, 9.5649, 31.5164, -0.0136, 0.0001, 0.0021
Si, 9.5771, 9.5507, 31.5141, 0.0025, -0.0057, -0.0009
Si, 2.7335, -0.009, 0.7064, 0.0014, 0.0052, 0.002
Si, 8.1957, 0.0059, 0.6476, 0.0035, -0.0055, -0.0007
Si, -0.0075, 2.7307, 0.6817, 0.0087, 0.0031, -0.0054
Si, 5.483, 2.7311, 0.6845, -0.0081, -0.004, 0.0044
Si, 2.7275, 5.4937, 0.6369, 0.0064, 0, 0.0002
Si, 8.2153, 5.4514, 0.7111, 0.004, 0.0032, 0.0007
Si, 0.007, 8.1846, 0.6848, 0.0023, 0.0007, 0.0031
Si, 5.4647, 8.2051, 0.6795, 0.0165, 0.0052, -0.0059
Si, 4.1303, 1.3595, 2.0508, 0.0052, 0.0014, 0.0051
Si, 9.5571, 1.3489, 2.0405, -0.01, 0.0176, -0.0031
Si, 1.369, 4.1401, 2.0071, -0.0111, 0.0018, 0.0061
Si, 6.849, 4.0775, 2.0706, -0.0033, 0.0004, -0.0001
Si, 4.0965, 6.8291, 2.0404, -0.0249, -0.0073, -0.0026
Si, 9.5855, 6.8302, 2.0639, -0.0058, 0, 0.0008
Si, 1.377, 9.5409, 2.0568, -0.0007, -0.003, 0.0009
Si, 6.8362, 9.5935, 2.0294, -0.0034, -0.0087, 0.0073
Si, -0.0209, -0.0467, 3.3828, 0.0084, -0.0288, -0.002
Si, 5.4968, 0.0085, 3.454, -0.0019, 0.0139, 0.013
Si, 2.7737, 2.7942, 3.3338, 0.0203, 0.0085, -0.0012
Si, 8.2029, 2.6992, 3.4501, -0.0045, -0.006, -0.0047
Si, 0.028, 5.4749, 3.4383, 0.0103, 0.0049, -0.0048
Si, 5.4868, 5.4757, 3.3986, 0.0412, 0.0052, -0.0101
Si, 2.7607, 8.1988, 3.4466, 0.0024, 0.0046, 0.0004
Si, 8.2046, 8.2285, 3.375, 0.0114, 0.0085, -0.0124
Si, 1.3562, 1.4345, 4.5946, -0.0143, 0.0579, 0.0045
Si, 6.8734, 1.3154, 4.8944, -0.0056, 0.0079, 0.0185
Si, 4.1287, 4.1098, 4.782, -0.0642, -0.0176, 0.0117
Si, 9.5794, 4.0852, 4.7688, 0.0078, -0.0096, 0.0066
Si, 1.4122, 6.831, 4.8285, 0.0025, -0.0082, 0.0005
Si, 6.82, 6.8988, 4.7305, -0.0129, 0.0021, 0.0077
Si, 4.166, 9.5562, 4.8304, -0.0038, -0.0049, -0.0026
Si, 9.5512, 9.5431, 4.7955, -0.0077, -0.004, 0.0038
Si, 2.6447, 0.0352, 5.9531, 0.0311, -0.0815, 0.0169
Si, 8.2142, -0.0797, 6.2849, -0.0048, 0.0246, -0.0177
Si, 0.0166, 2.6714, 6.0645, 0.0116, -0.0082, 0.013
Si, 5.5573, 2.808, 6.2119, 0.0843, -0.0479, -0.01
Si, 2.8169, 5.4865, 6.1938, 0.0115, -0.0022, -0.0041
Si, 8.1733, 5.4907, 6.0336, -0.0036, -0.006, -0.0039
Si, -0.0084, 8.1679, 6.1607, 0.0174, 0.0125, 0.0008
Si, 5.5316, 8.2184, 6.2581, -0.0128, -0.0014, -0.0024
As, 3.8906, 1.501, 7.5078, -0.0523, 0.0689, 0.122
Si, 9.8338, 1.1295, 7.4743, -0.0078, -0.0042, -0.0393
Si, 1.6307, 3.8067, 7.3079, 0.0273, -0.0484, 0.0291
Si, 6.6776, 4.4586, 7.5141, -0.0203, -0.0218, -0.0192
Si, 4.4025, 6.6342, 7.572, 0.0006, 0.0115, -0.0352
Si, 9.3576, 6.9386, 7.4282, 0.0183, -0.0153, -0.0103
Si, 1.1064, 9.8855, 7.3208, -0.0112, -0.0167, -0.0344
Si, 7.1602, 9.2271, 7.696, -0.0092, -0.0105, -0.0245
O, 8.3033, 8.0781, 7.9292, -0.0037, 0.0086, 0.0179
O, 2.7371, 2.7502, 8.0002, -0.1109, 0.1083, -0.0324
O, 9.5168, 1.3486, 24.268, -0.004, 0.0001, -0.0001
O, 4.045, 6.8631, 24.1294, -0.002, -0.0019, -0.0043
O, 0.0345, 0.0243, 7.981, -0.002, 0.0068, 0.0156
O, 5.5245, 5.5109, 8.0581, 0.0076, 0.0044, 0.0055
O, 6.8445, 9.571, 24.199, -0.0002, 0.0007, 0.0005
O, 1.3654, 4.0618, 24.1685, -0.0004, -0.0013, -0.0013
O, 3.8592, 7.3797, 8.9545, -0.0144, 0.0138, 0.0251
O, 0.8133, 4.3908, 8.5888, 0.05, -0.0359, 0.0078
O, 9.8111, 6.1642, 8.8135, 0.0232, -0.006, 0.0081
O, 2.1518, 9.3802, 8.4695, 0.0059, -0.0098, 0.0232
O, 7.5393, 3.9401, 8.8061, 0.0154, -0.0251, 0.0317
O, 4.178, 0.8317, 9.1431, 0.0338, -0.0282, -0.0903
O, 6.7377, 9.5722, 9.2402, -0.0087, 0.01, 0.0348
O, 9.182, 1.837, 8.8061, -0.0178, 0.0117, 0.0288
O, 7.6981, 3.1477, 23.5219, -0.0089, 0.0081, -0.013
O, 10.491, 5.8462, 23.4459, -0.0096, 0.0108, -0.013
O, 5.0841, 0.44, 23.4069, -0.0082, 0.0107, -0.0145
O, 5.8569, 5.0884, 23.3592, 0.0082, -0.0104, -0.0106
O, 3.0985, 2.206, 23.2745, 0.0092, -0.0071, -0.0113
O, 2.2952, 8.7213, 23.2279, -0.01, 0.008, -0.0121
O, 8.6228, 7.7602, 23.3946, 0.0083, -0.0073, -0.0117
O, 0.2266, 10.321, 23.5993, 0.0072, -0.0102, -0.0189
Si, 4.3841, 1.57, 22.4648, -0.0001, 0.0002, 0.0172
Si, 3.4961, 7.926, 14.0428, -0.0007, 0.0004, -0.0139
Si, 7.1183, 0.9525, 14.689, 0.0019, 0.0002, -0.0082
Si, 0.9422, 9.3546, 22.5193, 0.0012, -0.0011, 0.0171
Si, 1.1933, 4.3113, 11.9017, 0.0004, 0.008, -0.0205
Si, 6.2708, 8.9595, 15.3339, 0.0006, -0.003, -0.0062
Si, 0.68, 1.3753, 12.3152, -0.0064, 0.0089, -0.0095
Si, 8.6271, 4.951, 20.5135, -0.0059, 0.006, 0.0051
Si, 0.3322, 5.72, 9.3772, -0.0041, 0.0155, -0.0662
Si, 5.1005, 3.1229, 17.9519, -0.001, -0.0019, -0.0083
Si, 0.8838, 3.7411, 16.7538, -0.0061, -0.0022, -0.0083
Si, 10.4046, 2.8502, 19.238, -0.001, 0.0022, -0.0047
Si, 5.2686, 1.1913, 10.3701, 0.0358, -0.0004, -0.0396
Si, 0.886, 0.1787, 19.8501, 0.0038, -0.0064, 0.0041
Si, 6.6643, 9.4665, 10.8877, -0.0233, 0.0201, -0.0171
Si, 9.3385, 9.6777, 18.3336, 0.0022, 0.0027, -0.0071
Si, 9.403, 9.2484, 12.5874, -0.0004, 0.0018, -0.0098
Si, 6.5658, 3.843, 22.5816, -0.0003, 0.0015, 0.0135
Si, 2.4427, 8.0769, 9.3948, 0.006, -0.0171, -0.0489
Si, 10.5912, 7.3663, 17.0842, -0.001, 0.0006, -0.0051
Si, 2.5125, 6.2903, 16.5857, -0.0014, 0.0003, -0.0104
Si, 10.1802, 4.4916, 14.1946, 0.0037, -0.0112, -0.0125
Si, 6.1381, 9.1828, 18.5263, -0.002, 0.0024, -0.0109
Si, 7.9381, 2.5581, 9.5789, -0.018, 0.0041, -0.0396
Si, 8.8747, 2.1326, 12.4632, 0.0018, 0.0186, -0.0157
Si, 5.3403, 6.2444, 18.0735, -0.0004, -0.0011, -0.006
Si, 3.9205, 0.5541, 19.4686, -0.0021, 0.0037, 0.0076
Si, 4.2854, 3.8576, 12.0639, -0.0005, 0.0013, -0.0109
Si, 5.5508, 6.6101, 12.1512, 0.0024, 0.0028, -0.0107
Si, 8.0128, 2.5072, 17.2343, 0.0001, -0.0045, -0.0059
Si, 4.3635, 2.4824, 14.9744, -0.0015, 0.0044, -0.0094
Si, 1.5411, 1.2138, 15.2707, -0.0036, 0.0054, -0.0111
Si, 1.5746, 9.4244, 12.065, 0.0068, -0.0142, -0.0196
Si, 8.0596, 6.8557, 13.8804, -0.0038, -0.0029, -0.006
Si, 10.3877, 9.8371, 15.5009, -0.0012, 0.0056, -0.0114
Si, 9.8066, 7.0162, 22.5473, -0.0011, -0.0004, 0.0147
Si, 8.1111, 5.4835, 17.4126, 0.0026, -0.0018, 0.0008
O, 6.0522, 7.9728, 11.2977, -0.0033, -0.0115, 0.0028
O, 6.0159, 9.2014, 16.9074, -0.0009, 0.0012, 0.009
O, 7.694, 1.348, 13.2198, -0.0096, -0.0055, 0.0076
O, 0.8767, 1.7521, 13.885, 0.0082, -0.0047, 0.0157
O, 9.4349, 6.2486, 16.884, -0.0004, 0.0018, 0.0008
O, 6.7689, 6.2107, 13.143, 0.0116, 0.0011, 0.0062
O, 5.1309, 4.6603, 18.6157, -0.0007, 0.0025, 0.0041
O, 9.2293, 2.1613, 18.2867, -0.0009, 0.0007, 0.003
O, 2.3653, 0.0931, 19.0815, 0.0003, 0.0002, 0.0002
O, 9.4151, 10.2354, 16.7729, -0.0024, -0.002, 0.0058
O, 2.7986, 4.4501, 11.7132, -0.0037, 0.0008, 0.0035
O, 5.0652, 10.3215, 19.1119, 0.0011, -0.0025, 0.0018
O, 9.4263, 3.265, 13.458, 0.0009, 0.0051, -0.0034
O, 0.4609, 1.7677, 19.9626, -0.0012, 0.0005, 0.0036
O, 3.1516, 1.3699, 15.0519, -0.0051, -0.0017, -0.0002
O, 8.1683, 5.3722, 19.0253, -0.0016, 0.0013, -0.0047
O, 3.896, 6.596, 17.3922, 0.0038, 0.0002, 0.0045
O, 4.5776, 3.281, 16.3922, 0.0021, 0.0027, 0.0086
O, 9.0728, 5.6717, 14.3186, -0.0018, 0.0007, -0.0007
O, 5.4442, 2.7592, 22.135, -0.0003, -0.0005, -0.0008
O, 10.6699, 4.1196, 15.6836, 0.0051, -0.0007, 0.0102
O, 0.3388, 3.8719, 18.2858, 0, 0.0005, 0.0049
O, 10.4256, 10.5146, 19.226, -0.0033, -0.001, 0.0013
O, 9.655, 10.0329, 14.0353, 0.0039, 0.0006, 0.0146
O, 10.9087, 8.12, 22.088, 0.0007, 0.0009, 0.0004
O, 1.2024, 2.1576, 16.5467, 0.0008, 0.0022, 0.0029
O, 9.7379, 3.7536, 20.4279, 0.0031, -0.0045, 0.0016
O, 8.1322, 4.0314, 16.6837, -0.0022, 0.0016, 0.0001
O, -0.033, 9.1039, 11.9117, -0.0057, 0.0044, 0.0013
O, 6.5843, 2.4192, 18.0195, -0.0017, 0.0009, 0.0029
O, 5.6173, 10.7449, 11.2113, 0.0082, -0.0272, 0.0206
O, 7.7493, 9.5922, 18.8492, 0.0001, -0.0005, 0.0047
O, 10.0344, 1.0334, 12.0507, 0.0041, 0.0003, -0.0005
O, 1.3038, 6.9774, 9.0629, -0.0168, -0.0059, 0.0156
O, 0.6331, 4.7757, 13.3621, -0.0091, 0.0002, 0.0129
O, 5.706, 7.6208, 18.9905, -0.0009, -0.0012, 0.0058
O, 5.2484, 5.0954, 11.5203, -0.0002, 0.0083, 0.004
O, 2.7164, 6.9803, 15.1195, -0.0041, -0.0051, 0.0094
O, 0.9294, 2.7486, 11.4799, 0.001, -0.0092, 0
O, 0.8703, 10.6821, 15.5541, -0.0006, -0.0016, 0.0009
O, 2.4062, 8.6137, 10.9118, -0.0098, 0.0195, 0.0295
O, 4.6999, 2.4496, 11.2655, -0.0196, 0.0071, 0.017
O, 4.2631, 3.5161, 13.6833, 0.0005, -0.0102, 0.018
O, 2.195, 4.6829, 16.4845, 0.0005, 0.0023, 0.0009
O, 10.7036, 8.2482, 15.7022, -0.0003, -0.0033, 0.0027
O, 6.9306, 10.2858, 14.6819, -0.0022, -0.0026, -0.0012
O, 2.3523, 8.9532, 13.4322, 0.0068, -0.0029, 0.0072
O, 8.0308, 1.5197, 15.9264, 0.0022, 0.0054, 0.0075
O, 4.1298, 7.0001, 12.8546, -0.0111, 0.0071, 0.0077
O, 4.1747, 2.0088, 18.7283, 0.0008, 0.0017, 0.0004
O, 7.2913, 4.4167, 21.2625, 0.009, 0.0046, -0.0093
O, 8.3451, 2.8756, 11.1087, -0.0008, -0.0134, 0.0251
O, 1.1825, 6.8669, 17.3636, -0.0017, 0.0009, 0.0033
O, 5.654, 1.5745, 14.7554, -0.003, -0.001, -0.0018
O, 8.1486, 9.7645, 11.5923, 0.014, -0.001, 0.0058
O, 9.1988, 6.2903, 21.2363, -0.0046, -0.0089, -0.0089
O, 8.9605, 7.7201, 12.8596, -0.0024, -0.005, 0.0014
O, 1.6576, 0.1287, 11.8984, -0.0006, 0.005, -0.0038
O, 6.6466, 6.1497, 17.0691, -0.0026, 0.0005, 0.0006
O, 7.407, 7.8015, 15.0526, -0.0052, 0.0071, 0.0038
O, 1.2129, 10.3043, 21.2345, 0.0001, 0.0104, -0.0145
O, 10.0293, 8.1985, 18.3601, -0.0006, 0.0005, 0.0037
O, 3.9446, 0.846, 21.0837, -0.0034, -0.0068, -0.0155
O, 0.3518, 5.3296, 10.9339, 0.0031, -0.0032, 0.0414
O, 6.6159, 1.6104, 9.5394, 0.0343, 0.0227, 0.0049
O, 4.7877, 8.6975, 14.6857, 0.0058, 0.0033, 0.0027

Results
free energy: -139958.744 eV
free energy less fixed offsets of As -4856.12, O -568.88, Si -635.61 eV per atom: -2.904 eV

The program warned: the cutoff lies below the one the program advises for these potential files; the exchange-correlation potential is rough where the density is thin.
